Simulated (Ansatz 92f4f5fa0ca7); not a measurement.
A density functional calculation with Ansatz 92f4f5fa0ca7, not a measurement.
Periodic cell of 221 atoms, Si132O88H1, from a study of silicon, its oxide and their interface. The atomic structure is a simulated model.
Doubt: the cutoff is far below the 930 eV that the study's wrapper takes by default for these files, so forces and energies are approximate.
This geometry differs little from another in the collection (a relaxation step or a small displacement).

Settings: functional PBE; potential files Ansatz PAW; basis plane waves; wave-function cutoff 580 eV; density cutoff ratio 5; exchange-correlation grid ratio 1; k mesh 1 x 1 x 1, Gamma-centred; self-consistency stop 5e-08 eV per atom in the density residual; occupations fixed; spin none; net charge +1 e, with a uniform compensating background and no finite-size correction.

Cell vectors (angstrom)
a	10.938	0	0
b	0	10.938	0
c	0	0	32.6606

Atoms: element, x, y, z (angstrom)
Si	-0.3321	0.3053	25.2407
Si	5.757	-0.4255	25.1578
Si	2.5206	3.0403	25.2006
Si	8.443	2.5722	25.2234
Si	0.2764	5.2389	25.1844
Si	5.0805	5.8021	25.2248
Si	3.014	8.185	25.0826
Si	8.1143	8.4178	25.2408
Si	1.3726	1.4025	26.4625
Si	6.77	1.3949	26.3972
Si	4.0039	4.2232	26.5948
Si	9.6277	4.1095	26.5433
Si	1.3523	6.9541	26.3948
Si	6.8446	6.831	26.4456
Si	4.1454	9.574	26.5786
Si	9.5413	9.6559	26.608
Si	2.7182	0.0236	27.8583
Si	8.1174	0.0631	27.8935
Si	0.0214	2.725	27.9028
Si	5.4329	2.7696	27.8334
Si	2.6493	5.5759	27.9068
Si	8.1998	5.4661	27.8542
Si	-0.0082	8.2416	27.8634
Si	5.4977	8.1596	27.8969
Si	4.1018	1.3673	29.2423
Si	9.5708	1.3673	29.2423
Si	1.3673	4.1018	29.2423
Si	6.8362	4.1018	29.2423
Si	4.1018	6.8362	29.2423
Si	9.5708	6.8362	29.2423
Si	1.3673	9.5708	29.2423
Si	6.8362	9.5708	29.2423
Si	0	0	30.6096
Si	5.469	0	30.6096
Si	2.7345	2.7345	30.6096
Si	8.2035	2.7345	30.6096
Si	0	5.469	30.6096
Si	5.469	5.469	30.6096
Si	2.7345	8.2035	30.6096
Si	8.2035	8.2035	30.6096
Si	1.3673	1.3673	31.9768
Si	6.8362	1.3673	31.9768
Si	4.1018	4.1018	31.9768
Si	9.5708	4.1018	31.9768
Si	1.3673	6.8362	31.9768
Si	6.8362	6.8362	31.9768
Si	4.1018	9.5708	31.9768
Si	9.5708	9.5708	31.9768
Si	2.7345	0	0.6835
Si	8.2035	0	0.6835
Si	0	2.7345	0.6835
Si	5.469	2.7345	0.6835
Si	2.7345	5.469	0.6835
Si	8.2035	5.469	0.6835
Si	0	8.2035	0.6835
Si	5.469	8.2035	0.6835
Si	4.1018	1.3673	2.0507
Si	9.5708	1.3673	2.0507
Si	1.3673	4.1018	2.0507
Si	6.8362	4.1018	2.0507
Si	4.1018	6.8362	2.0507
Si	9.5708	6.8362	2.0507
Si	1.3673	9.5708	2.0507
Si	6.8362	9.5708	2.0507
Si	0	0	3.418
Si	5.469	0	3.418
Si	2.7345	2.7345	3.418
Si	8.2035	2.7345	3.418
Si	0	5.469	3.418
Si	5.469	5.469	3.418
Si	2.7345	8.2035	3.418
Si	8.2035	8.2035	3.418
Si	1.3375	1.3003	4.8214
Si	6.851	1.3169	4.7173
Si	4.0814	4.1279	4.7115
Si	9.6204	4.0845	4.7723
Si	1.38	6.865	4.8936
Si	6.9208	6.7828	4.7016
Si	4.1095	9.5177	4.8299
Si	9.6234	9.566	4.8508
Si	2.6695	-0.1126	6.2368
Si	8.2103	0.0407	6.1503
Si	-0.0872	2.6547	6.1839
Si	5.422	2.6761	5.9421
Si	2.8459	5.4775	6.2016
Si	8.3041	5.5001	6.106
Si	-0.0108	8.2033	6.3867
Si	5.5658	8.0698	6.0636
Si	3.889	1.5642	7.3117
Si	9.0155	1.7802	7.5988
Si	1.6449	3.7865	7.2799
Si	6.8313	4.0549	7.1459
Si	4.7177	6.3562	7.4664
Si	9.2957	7.0085	7.6927
Si	1.3185	9.5818	7.8385
Si	7.1118	9.2837	7.3397
O	1.3841	4.1247	24.6805
O	7.0022	9.5256	24.7559
O	2.778	2.6878	7.7725
O	8.1843	8.2015	7.9753
O	5.7639	5.125	7.9085
O	-2.2232	2.2687	18.7919
O	4.0803	7.0195	24.5805
O	9.5307	1.4356	24.6919
O	2.1888	8.508	8.7479
O	0.9426	4.3242	8.6593
O	9.3732	1.1538	9.0878
O	6.4489	10.0194	8.6261
O	4.6093	1.0528	8.687
O	4.45	7.1775	8.8591
O	7.8741	2.9649	7.9164
O	9.6791	6.4025	9.196
O	3.234	2.3913	23.8679
O	4.9661	-0.4278	23.7018
O	7.8371	3.3859	23.9228
O	10.6069	5.8632	23.798
O	8.844	7.8689	23.8692
O	0.1834	10.4621	23.8826
O	5.5188	4.8192	24.0008
O	1.1898	10.489	21.4233
Si	4.1244	6.7466	12.1867
Si	8.4377	-2.3419	14.6035
Si	5.3226	2.8489	13.3191
Si	6.7372	-4.0237	18.8827
Si	8.508	-9.6493	17.515
Si	1.7758	-3.223	18.2399
Si	0.9222	9.5987	22.7575
Si	11.7758	3.6102	10.1205
Si	5.3381	10.7948	9.4963
Si	2.6454	4.0635	12.4171
Si	13.349	-5.4848	16.4942
Si	-1.1435	2.9587	19.8028
Si	10.939	1.2209	15.4907
Si	0.5188	-6.8151	14.4969
Si	6.5112	0.3422	12.2383
Si	0.3903	11.2183	20.1273
Si	14.3247	-6.1017	20.5616
Si	6.7869	-5.783	11.9204
Si	5.4847	-2.0202	13.8442
Si	6.505	3.8715	23.1258
Si	9.5194	0.0239	12.8287
Si	10.7025	0.6678	9.9195
Si	1.7632	-0.3932	17.4538
Si	4.1155	-3.2294	20.4782
Si	9.1862	-4.951	13.4805
Si	0.9091	-5.8798	18.9654
Si	5.9321	2.4192	16.2352
Si	4.0569	2.2971	22.4647
Si	4.7049	-0.4297	16.3696
Si	9.9474	7.0868	22.9661
Si	7.5258	-1.4831	17.3684
Si	9.4286	5.5734	10.5926
Si	-2.6834	5.2446	21.0519
Si	3.8938	-0.7354	22.5438
Si	4.9632	4.8192	17.7003
Si	14.4623	-2.6849	9.6524
O	1.7424	4.55	17.6727
O	9.8662	-9.8765	16.6925
O	19.0122	0.7268	12.5282
O	6.0531	-1.1852	12.5623
O	2.9371	-2.9438	19.3807
O	5.9907	6.087	17.6905
O	3.774	-4.6482	21.2617
O	4.4511	7.7543	13.4151
O	-1.1863	6.4165	11.9836
O	2.2709	3.957	10.8376
O	14.5937	-7.4383	21.4501
O	4.878	1.1853	16.2831
O	5.6242	1.2679	13.2167
O	4.2113	4.7726	19.1553
O	2.5521	9.3422	23.4447
O	10.3949	4.2577	10.7105
O	16.6717	3.4073	17.5125
O	8.0911	-0.1661	18.1843
O	4.1956	-1.9062	21.4754
O	7.4305	1.8032	16.4205
O	5.6708	2.5135	22.7058
O	5.9522	-1.1778	17.1094
O	-3.2832	-2.8278	18.2677
O	1.4147	0.4369	18.8424
O	-0.8427	-0.757	19.9675
O	7.615	5.5858	13.267
O	7.8409	5.1289	10.6626
O	17.1216	-7.2667	12.2098
O	5.7503	3.259	14.8484
O	9.996	-6.1909	14.1643
O	-1.806	-1.4521	13.4209
O	3.2253	7.5437	11.0821
O	1.5089	-5.7026	15.1739
O	14.6781	3.0108	12.9888
O	11.3317	-8.1394	15.4276
O	9.268	-3.7393	14.5658
O	6.843	-2.674	14.4642
O	9.2191	6.4123	21.6845
O	-0.538	0.7647	14.0082
O	0.2173	8.1503	22.5391
O	1.777	4.8074	20.3206
O	7.7169	-5.0739	19.6513
O	5.61	-3.3397	19.8523
O	2.4532	-3.9109	16.9221
O	1.0729	-1.8559	17.7284
O	3.1987	-5.3876	12.7691
O	3.6947	0.7651	21.8932
O	10.7989	-9.1183	20.4387
O	10.5256	4.1443	18.9641
O	6.1277	0.606	10.6928
O	5.5472	-4.7648	11.5977
O	12.1632	3.6991	13.1091
O	-4.0088	-6.0587	21.9268
O	3.9612	4.9694	16.4125
O	9.0129	-7.1426	20.962
O	-2.4275	-1.603	16.0635
O	3.3627	-0.656	17.2624
O	11.6485	1.9799	10.1364
O	12.1876	0.3175	16.0663
O	4.2346	9.6887	9.9654
O	11.4742	-0.4097	8.9499
O	10.3343	0.0152	11.3926
O	4.6435	-1.0818	14.8819
O	0.6408	6.6768	18.8295
H	-1.6007	-0.5626	19.3741

Results
free energy: -133982.742 eV
free energy less fixed offsets of H -15.97, O -568.88, Si -635.61 eV per atom: -4.812 eV

Forces (eV/angstrom), in the order of the atoms: element, x, y, z
Si	0.1069	-0.0865	0.0499
Si	-0.045	0.1168	0.154
Si	0.0363	-0.0188	0.0995
Si	-0.015	0.0038	0.0205
Si	-0.0593	0.0748	0.0688
Si	0.0014	0.029	0.1423
Si	-0.0522	-0.3195	0.3159
Si	0.0501	-0.0594	0.0584
Si	-0.0312	-0.0112	-0.029
Si	-0.03	-0.1094	-0.0498
Si	-0.0186	0.0294	-0.0528
Si	-0.0021	0.0324	0.0045
Si	-0.0077	-0.0091	-0.0217
Si	-0.0135	-0.0014	0.0078
Si	0.1163	0.1582	0.0018
Si	0.016	-0.0074	-0.0211
Si	-0.0291	-0.0091	-0.0068
Si	0.007	0.0354	0.0059
Si	0.0206	-0.0115	0.01
Si	0.005	0.006	0.0152
Si	0.0577	0.0019	0.0116
Si	-0.009	-0.0072	-0.011
Si	0.0148	0.0329	-0.0054
Si	0.0219	-0.0882	0.0278
Si	0.0153	0.1389	-0.1937
Si	-0.1722	0.0702	0.1155
Si	-0.2338	0.2436	0.2318
Si	-0.0098	-0.098	-0.2119
Si	-0.03	0.051	0.3115
Si	-0.0171	-0.0094	-0.2119
Si	0.1107	0.0364	-0.0483
Si	-0.1802	0.0829	0.1898
Si	-0.0699	-0.0346	-0.0262
Si	0.0082	-0.107	-0.0036
Si	0.1221	0.1	-0.0302
Si	0.065	0.0193	0.0079
Si	0.0101	-0.1409	0.0235
Si	-0.0578	-0.0754	-0.0213
Si	0.135	0.0529	0.0242
Si	0.046	0.0589	-0.0271
Si	-0.0427	0.041	-0.0301
Si	-0.0205	0.0035	-0.037
Si	0.0263	-0.0228	0.0029
Si	-0.0658	0.0559	-0.0016
Si	-0.0351	0.0289	-0.0406
Si	-0.0236	-0.0113	-0.0261
Si	-0.0418	0.0693	-0.0076
Si	0.0142	-0.0081	0.009
Si	0.041	-0.0323	0.0225
Si	-0.03	0.0238	0.02
Si	-0.0146	0.0238	0.0122
Si	0.0523	0.0047	0.0231
Si	0.0389	-0.0501	0.0088
Si	0.0112	-0.0606	0.0403
Si	0.0547	-0.0696	0.0121
Si	0.0181	0.0159	0.0059
Si	-0.0779	-0.0554	0.0328
Si	-0.0226	0.0049	0.0242
Si	0.002	-0.0135	0.0086
Si	-0.0906	-0.0013	-0.0301
Si	0.0296	-0.0147	0.0196
Si	0.0675	0.1629	0.0048
Si	-0.0714	0.0589	0.0095
Si	-0.0433	-0.033	0
Si	0.0633	-0.3507	-0.0721
Si	-0.2739	-0.4695	-0.1167
Si	-0.4361	-0.2201	0.0527
Si	0.1002	0.1147	-0.115
Si	0.4128	0.196	0.2825
Si	0.1915	-0.0589	-0.5422
Si	-0.1348	-0.0469	0.3005
Si	0.5008	0.3519	-0.1087
Si	-0.0013	-0.0302	-0.031
Si	0.0023	-0.0215	-0.0034
Si	-0.0081	0.0026	-0.0199
Si	0.01	0.0011	-0.0357
Si	0.0019	-0.0102	-0.0043
Si	-0.0428	0.0145	-0.0362
Si	-0.0054	0.0075	-0.0234
Si	-0.0027	0.0291	-0.0176
Si	0.0015	-0.0099	-0.0017
Si	-0.0208	0.0228	0.0119
Si	-0.0258	0.0258	0.0399
Si	0.0204	0.0035	-0.012
Si	-0.0104	0.0119	0.0116
Si	0.0236	-0.0367	0.0104
Si	0.0473	-0.0073	-0.0024
Si	0.0139	0.0119	0.0188
Si	-0.0016	0.0111	0.0172
Si	0.0385	-0.0512	-0.0776
Si	-0.0138	0.0402	-0.013
Si	-0.0084	-0.0163	0.0273
Si	-0.0713	0.034	-0.0226
Si	-0.0179	-0.0144	0.0023
Si	-0.0052	0.004	-0.0174
Si	-0.0483	0.0478	-0.1469
O	0.0332	-0.0039	-0.0563
O	0.0069	0.0311	-0.0546
O	0.0316	-0.0422	0.0076
O	0.0747	-0.0854	0.0281
O	0.0419	-0.0259	0.007
O	0.0011	-0.0023	0.0096
O	0.04	-0.0809	-0.0331
O	-0.0534	0.0374	-0.0514
O	0.0246	-0.0106	0.0151
O	-0.0023	-0.0122	0.0131
O	0.0187	-0.0149	0.0502
O	-0.0453	0.0472	0.1
O	-0.0001	-0.0122	0.0006
O	-0.0029	0.015	0.0125
O	0.0005	0.0254	0.0167
O	0.0067	-0.0196	0.0393
O	0.016	0.0034	-0.0299
O	0.0013	-0.0021	-0.046
O	-0.0097	0.0118	-0.0092
O	-0.0058	-0.011	-0.0002
O	-0.0046	-0.0169	-0.0114
O	-0.0531	0.0663	0.0365
O	0.012	-0.0223	-0.0444
O	-0.0285	0.1059	-0.1266
Si	-0.0133	0.0156	0.0116
Si	0.0012	0.0075	0.0077
Si	0.0014	-0.005	0.0215
Si	-0.0094	0.0064	-0.0032
Si	0.0002	-0.0024	-0.01
Si	0.0166	0.0077	0.0036
Si	0.1973	-0.1072	0.1633
Si	-0.0166	0.002	-0.0056
Si	-0.035	-0.0219	0.0141
Si	-0.0093	-0.0014	0.0077
Si	0.0009	0.0042	-0.0009
Si	-0.005	0.0086	-0.0197
Si	-0.0002	-0.0077	0.0056
Si	0.0043	-0.0022	0.0121
Si	-0.0016	0.0029	-0.0015
Si	0.0318	-0.0549	0.0259
Si	0.0173	-0.0026	0.0063
Si	0.0082	0.0045	0.0158
Si	-0.0035	0.003	0.0113
Si	-0.0042	-0.0306	-0.0136
Si	0.0168	0.0037	-0.0029
Si	-0.0129	-0.0109	0.0062
Si	-0.0042	-0.0002	0.0086
Si	0.0025	0.0569	0.0286
Si	0.0038	-0.0002	0.0054
Si	-0.0033	-0.0025	-0.0163
Si	-0.001	-0.0078	0.0005
Si	-0.0016	-0.0725	-0.016
Si	-0.0034	-0.0003	0.0038
Si	0.0696	0.0707	-0.0256
Si	-0.0021	-0.0086	-0.0074
Si	0.0215	0.0026	0.0042
Si	-0.001	0.0303	-0.0058
Si	-0.1431	-0.125	0.1379
Si	-0.0043	0.0145	0.0011
Si	0.003	0.0165	0.0033
O	0.0051	0.0023	0.0014
O	0.01	0.0037	-0.0017
O	-0.0022	-0.0012	-0.0057
O	0.0023	-0.0051	-0.0008
O	-0.028	-0.0073	-0.0199
O	-0.0086	-0.0167	-0.0016
O	0.0013	-0.0187	-0.0075
O	0.0016	-0.0033	-0.006
O	-0.0006	0.0029	0.0001
O	0.0126	0.0016	-0.0005
O	-0.0068	0.0399	-0.0086
O	0.0059	0.0043	0.0023
O	-0.0015	0.0021	-0.0063
O	0.0173	-0.0011	-0.0173
O	-0.1579	0.3692	-0.4501
O	0.0019	0.0026	-0.0168
O	0.0053	-0.0056	0.003
O	-0.0079	0.0042	0.021
O	0.0401	-0.0608	-0.079
O	-0.0049	0.0028	0.0048
O	0.0081	0.0236	0.0188
O	0.0001	0.0032	0.0049
O	0.0053	0.0131	0.003
O	0.0093	-0.0007	-0.0206
O	-0.0135	0.0115	0.0049
O	-0.002	-0.0018	-0.0045
O	-0.0106	0.0015	-0.0055
O	-0.0043	-0.003	-0.0119
O	0.0003	0.0013	-0.0054
O	-0.0031	0.003	-0.003
O	-0.0064	-0.0063	-0.0011
O	0.0028	-0.0131	0.0081
O	-0.0029	-0.0044	-0.0019
O	0.0042	0.002	-0.0073
O	0.0003	0.0035	-0.0011
O	0.0027	-0.0038	0.0012
O	0.0007	0.0006	-0.0027
O	-0.0343	-0.043	-0.0098
O	0.0001	-0.0003	-0.0004
O	-0.0711	-0.0261	0.0072
O	-0.0223	-0.0015	-0.0031
O	-0.0012	-0.0039	0.0069
O	0.0159	-0.0127	0.0058
O	0.0015	-0.0095	0.0005
O	-0.0009	0.0028	0.0061
O	0.0044	-0.0017	-0.0092
O	0.008	0.0715	-0.0094
O	-0.0146	0.021	0.0178
O	0.0042	0.0007	0.0148
O	0.0131	0.0098	0.0094
O	0.0031	-0.0052	-0.012
O	0.0026	0.0001	-0.004
O	0.019	0.0078	-0.0003
O	0.0002	-0.0033	0.0012
O	0.0179	-0.0212	0.0018
O	0.0036	-0.0051	-0.0072
O	0.0055	0.0008	0.0054
O	0.0053	0.0146	-0.0119
O	-0.0024	0.004	-0.0033
O	0.0126	0.0072	-0.036
O	-0.0197	0.0308	0.0288
O	-0.0089	-0.0084	0.0084
O	0.0044	-0.0053	-0.0108
O	-0.0017	-0.0052	0.0138
H	0.0045	-0.0089	-0.0167

The program warned: the cutoff lies below the one the program advises for these potential files; the exchange-correlation potential is rough where the density is thin.
